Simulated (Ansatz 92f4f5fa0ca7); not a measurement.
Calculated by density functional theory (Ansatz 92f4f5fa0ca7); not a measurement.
Periodic cell of 252 atoms, Si132O88H32, with a vacuum gap, from a study of silicon, its oxide and their interface. The atomic structure is a simulated model.

Settings
functional: r2SCAN
potential files: Ansatz PAW
basis: plane waves
wave-function cutoff: 800 eV
density cutoff ratio: 5
exchange-correlation grid ratio: 1
k mesh: 1 x 1 x 1, shifted by 0.5 0.5 0 of a step
self-consistency stop: 1e-11 eV per atom in the density residual
occupations: fixed
spin: none
net charge: 0
applied field: sawtooth along c, amplitude -0.015 V/angstrom in the program's sign convention, ramp centred at 0.9886 of c and 0.0227 of c wide, no dipole correction

Cell vectors (angstrom)
a, 10.88, 0, 0
b, 0, 10.88, 0
c, 0, 0, 44.0393

Atoms: element, x, y, z (angstrom)
Si, 0.2462, 0.0397, 29.8591
Si, 2.1853, 3.1531, 30.3772
Si, -0.1275, 5.2716, 30.6279
Si, 2.563, 8.7193, 29.9144
Si, 5.3607, 0.1868, 30.6468
Si, 7.7681, 2.806, 30.2601
Si, 5.5717, 5.0968, 30.248
Si, 8.5089, 7.4528, 30.2917
Si, 1.1935, 1.4097, 31.5667
Si, 3.9307, 4.133, 31.6328
Si, 1.2351, 6.6944, 31.8147
Si, 3.9264, 9.5757, 31.6546
Si, 6.7601, 1.4507, 31.8838
Si, 9.2944, 3.897, 31.7119
Si, 6.7438, 6.6135, 31.5927
Si, 9.2782, 9.2561, 31.6801
Si, -0.169, 2.6058, 33.0425
Si, 2.5941, 0.0773, 32.9908
Si, -0.0348, 8.1955, 33.0739
Si, 2.6891, 5.4485, 33.1188
Si, 5.3048, 2.8073, 33.0898
Si, 8.0685, -0.1099, 33.074
Si, 5.3635, 8.1086, 32.8907
Si, 8.0584, 5.3643, 33.0749
Si, 1.2623, 4.0246, 34.3562
Si, 3.9919, 1.3721, 34.3915
Si, 1.3142, 9.5731, 34.4088
Si, 4.0694, 6.8189, 34.3973
Si, 6.708, 4.0915, 34.47
Si, 9.4387, 1.2555, 34.4396
Si, 6.6679, 9.4563, 34.3662
Si, 9.4624, 6.7735, 34.3673
Si, -0.0192, 0.0086, 35.8086
Si, 2.6568, 2.7333, 35.7516
Si, -0.0434, 5.43, 35.7299
Si, 2.7093, 8.1991, 35.7353
Si, 5.3754, -0.0101, 35.7336
Si, 8.1019, 2.69, 35.7573
Si, 5.4025, 5.4831, 35.7997
Si, 8.1085, 8.152, 35.7152
Si, 1.3577, 1.3783, 37.1452
Si, 4.0419, 4.0895, 37.1064
Si, 1.352, 6.7996, 37.072
Si, 4.0521, 9.538, 37.1312
Si, 6.7637, 1.3371, 37.1098
Si, 9.4929, 4.0681, 37.1003
Si, 6.7817, 6.8318, 37.1197
Si, 9.4906, 9.5015, 37.0895
Si, 0.0156, 2.754, 6.9458
Si, 2.7511, 0.0482, 6.9693
Si, 0.032, 8.1962, 6.8988
Si, 2.7142, 5.4561, 6.9332
Si, 5.4175, 2.7239, 6.9247
Si, 8.176, 0.0054, 6.9196
Si, 5.4354, 8.1872, 6.9455
Si, 8.1534, 5.4734, 6.9031
Si, 1.4038, 4.0867, 8.3249
Si, 4.1205, 1.3839, 8.3686
Si, 1.4062, 9.5574, 8.2912
Si, 4.0759, 6.8166, 8.2945
Si, 6.7941, 4.1081, 8.2359
Si, 9.5861, 1.3442, 8.2749
Si, 6.8045, 9.5601, 8.2747
Si, 9.5523, 6.8382, 8.2192
Si, 0.1215, 0.051, 9.6977
Si, 2.7564, 2.7211, 9.7621
Si, 0.0524, 5.5324, 9.5765
Si, 2.7872, 8.2352, 9.6618
Si, 5.5281, 0.029, 9.7156
Si, 8.2193, 2.764, 9.5142
Si, 5.4291, 5.4326, 9.6345
Si, 8.2266, 8.2335, 9.5573
Si, 1.4778, 1.333, 11.2226
Si, 4.1196, 4.0947, 11.1131
Si, 1.3543, 6.9281, 10.9654
Si, 4.1735, 9.5312, 11.0986
Si, 6.956, 1.4639, 10.9589
Si, 9.6178, 4.0889, 10.8254
Si, 6.8656, 6.8404, 10.8282
Si, 9.5764, 9.5918, 10.9528
Si, 0.0839, 2.89, 12.3255
Si, 2.9299, -0.0253, 12.6547
Si, -0.0994, 8.1879, 12.3622
Si, 2.6541, 5.5418, 12.3008
Si, 5.5731, 2.6873, 12.3904
Si, 8.3605, 0.1594, 12.3265
Si, 5.7378, 8.2186, 12.3093
Si, 8.1936, 5.4187, 12.0654
Si, 1.0753, 4.5113, 13.6609
Si, 4.7083, 1.005, 13.81
Si, 1.9585, 9.4225, 14.2983
Si, 3.641, 6.7759, 13.9361
Si, 7.106, 4.0171, 13.52
Si, 9.6237, 2.2507, 14.0996
Si, 6.9735, 9.7552, 13.5458
Si, 9.5981, 6.5506, 13.4727
Si, -1.7857, -3.6726, 17.9276
Si, -2.4034, 7.6788, 15.1612
Si, 6.502, 6.7651, 17.1747
Si, 0.4261, 3.1202, 19.2274
Si, 5.0498, 2.6237, 16.32
Si, 3.1816, 0.1412, 19.7572
Si, 10.2141, 1.0923, 18.7162
Si, -6.8662, 12.3745, 23.8208
Si, 5.759, -0.8503, 20.9979
Si, -1.3344, 5.5366, 20.2606
Si, -0.593, 6.5599, 23.1226
Si, 1.7022, 0.187, 17.0335
Si, 5.0409, 2.4294, 19.2573
Si, 0.917, 13.8118, 16.2076
Si, 5.0855, 4.8217, 15.6905
Si, -4.1249, 4.238, 21.0374
Si, 11.218, 0.1347, 21.2386
Si, -6.6471, 17.3677, 24.6303
Si, 7.2169, 12.0428, 17.713
Si, 7.0846, 9.2431, 18.4008
Si, -9.2506, 13.4933, 21.9528
Si, -4.6738, 5.847, 23.5488
Si, 9.7035, 9.509, 23.3647
Si, 6.7676, 1.7016, 22.6837
Si, 7.3384, 15.1735, 25.9054
Si, 1.6, 5.0435, 23.9391
Si, -4.0666, 8.7107, 23.2852
Si, 4.1283, 9.4375, 27.6294
Si, 4.3717, 9.4011, 24.6022
Si, -1.7216, 12.1319, 24.7625
Si, 7.0635, -1.4236, 28.6085
Si, 4.1255, 12.14, 28.9289
Si, 5.1215, 5.5035, 27.2773
Si, 10.0306, 4.1203, 24.881
Si, 9.0014, 11.8267, 27.9319
Si, 4.9907, 2.6746, 26.4617
O, -1.29, 5.2599, 23.8057
O, -0.3471, 0.6847, 28.4721
O, -1.0894, -0.5747, 30.5269
O, 1.0274, 4.2602, 29.8783
O, -7.7624, 5.3328, 24.3673
O, 1.3021, 9.7114, 29.5887
O, 6.2751, 11.3553, 21.7559
O, 2.01, 7.3184, 30.4945
O, 1.386, 4.0023, 22.718
O, 3.9533, 10.7401, 23.7787
O, 8.3514, 2.0941, 28.9036
O, 6.6325, 3.9083, 29.7899
O, 4.979, 5.7798, 28.8662
O, 9.7065, 6.368, 29.859
O, 17.39, 10.0506, 29.9988
O, -0.136, 5.5309, 14.1037
O, 2.8959, 12.8686, 22.7656
O, 4.3088, 1.63, 15.27
O, 1.7973, -0.8551, 15.801
O, -0.9439, 7.9786, 23.8302
O, 1.5962, 3.9018, 15.1008
O, 6.6016, 2.0841, 16.5224
O, 5.1021, 7.2927, 13.5041
O, 2.7892, -2.8429, 14.4918
O, 6.3476, 4.8811, 14.6648
O, 9.9809, 2.5923, 24.3413
O, 9.1773, 0.7498, 13.6661
O, 5.8028, 10.7161, 14.201
O, 8.0758, 9.1748, 14.6309
O, 0.5243, -1.8194, 13.6295
O, -0.1191, -1.0871, 22.1759
O, -0.4788, 2.371, 15.5421
O, -3.9027, 10.48, 17.366
O, -1.3104, 7.5, 16.3938
O, 1.6667, 13.8026, 20.3229
O, 8.2882, 3.1589, 14.253
O, -2.8895, 5.0528, 20.3668
O, 7.8285, -4.6956, 17.8807
O, 5.5719, 3.76, 20.012
O, -3.0732, 1.2846, 23.8528
O, 4.3811, 2.6985, 17.7995
O, -0.9731, 6.441, 21.5575
O, 1.0009, 6.4309, 23.3749
O, -3.5256, 13.7978, 21.786
O, 10.0226, 6.4984, 19.018
O, 17.7409, -1.1407, 19.8877
O, 6.9981, 4.7286, 24.3945
O, 11.6485, 3.6436, 17.6855
O, 5.3885, 13.0705, 23.3497
O, -9.0717, 10.7954, 20.5832
O, -0.4905, 4.1865, 20.0308
O, 6.0196, 8.0865, 17.9802
O, 3.8378, 5.6619, 15.0978
O, 8.7815, 1.4055, 18.0189
O, 14.665, 7.967, 24.0814
O, 2.835, 10.7966, 18.1788
O, -4.8734, 5.2413, 22.0636
O, -0.8168, 0.2586, 20.1052
O, 5.4102, 5.6113, 17.0826
O, 0.2269, 0.1533, 17.7124
O, -8.9847, 1.6723, 16.4339
O, 3.9047, 1.5815, 20.0344
O, 3.9754, 1.9814, 25.3872
O, 2.9353, 13.2449, 29.1286
O, 0.7095, 15.3664, 25.202
O, -6.5868, 20.8759, 20.315
O, 3.7657, 20.4094, 26.0806
O, 4.3808, 4.1195, 26.8635
O, -4.5178, 12.395, 19.0426
O, -6.3847, 6.6175, 26.2651
O, -3.8705, 7.2216, 15.7081
O, -2.7336, 9.5319, 22.9194
O, -2.2913, -2.2236, 18.4269
O, 8.0875, -0.3843, 27.943
O, -1.8636, 1.365, 26.3736
O, 6.7148, 5.3493, 26.9617
O, -5.1064, 8.8093, 22.0517
O, 0.4326, 12.3951, 22.092
O, 5.7385, 9.222, 27.7057
O, 6.0081, 20.1877, 24.5741
O, 3.5116, 10.8025, 28.2599
O, 3.3456, 8.3334, 28.5283
O, 5.1487, 1.801, 27.8058
O, -3.7032, 7.1583, 23.505
O, 8.9452, 4.2216, 26.0947
O, 6.5475, 2.8791, 26.0378
O, -0.9919, 10.7031, 24.4563
O, 7.8829, -2.7936, 28.9069
H, 2.1984, 0.5758, 38.0776
H, 0.5461, 2.2102, 38.0776
H, 3.2321, 4.923, 38.0389
H, 4.8668, 3.2707, 38.0389
H, 0.5537, 7.6442, 38.0044
H, 2.1795, 5.9835, 38.0044
H, 4.8836, 8.726, 38.0636
H, 3.258, 10.3866, 38.0636
H, 5.9542, 2.171, 38.0423
H, 7.6093, 0.5398, 38.0423
H, 10.341, 3.2736, 38.0327
H, 8.691, 4.9094, 38.0327
H, 7.6075, 6.014, 38.0521
H, 5.9627, 7.6564, 38.0521
H, 8.6902, 10.3441, 38.0219
H, 10.3466, 8.7154, 38.0219
H, -0.8325, 3.5486, 6.0134
H, 0.8272, 1.9221, 6.0134
H, 3.5452, -0.8004, 6.0369
H, 1.9105, 0.8507, 6.0369
H, -0.824, 8.9823, 5.9664
H, 0.8303, 7.3516, 5.9664
H, 1.8867, 6.2722, 6.0008
H, 3.524, 4.6225, 6.0008
H, 6.227, 1.89, 5.9922
H, 4.5927, 3.5427, 5.9922
H, 7.3304, 0.8027, 5.9872
H, 8.9764, -0.8372, 5.9872
H, 6.2544, 7.3626, 6.013
H, 4.6039, 8.9991, 6.013
H, 8.9552, 4.6322, 5.9706
H, 7.3276, 6.2912, 5.9706

Results
free energy: -135117.401 eV
free energy less fixed offsets of H -15.71, O -570.45, Si -639.56 eV per atom: 6.839 eV

Forces (eV/angstrom), in the order of the atoms: element, x, y, z
Si, 0.002, 0.0057, -0.0023
Si, 0.0051, -0.0103, 0.0022
Si, 0.0043, 0.0017, -0.0055
Si, 0.0013, 0.0029, -0.0093
Si, -0.003, -0.0031, -0.0068
Si, -0.0072, -0.0014, -0.0017
Si, -0.006, 0.0001, -0.0004
Si, -0.005, 0.0088, 0.0077
Si, 0.0036, 0.002, -0.0123
Si, -0.005, -0.0039, -0.0148
Si, -0.0072, -0.0048, -0.0076
Si, 0.0044, 0.0124, -0.0069
Si, -0.0103, -0.0082, -0.0082
Si, 0.0008, 0.0055, -0.011
Si, -0.0003, -0.0018, -0.0121
Si, -0.0013, -0.0084, -0.0084
Si, 0.0067, -0.0118, 0.0121
Si, -0.0095, -0.0042, -0.0035
Si, 0.0027, 0.0086, 0.002
Si, 0.0085, -0.0013, 0.0079
Si, 0.0044, 0.0136, 0.0013
Si, 0.0059, 0.0115, 0.0039
Si, -0.0089, -0.0037, 0.0042
Si, -0.0069, -0.0006, 0.0069
Si, 0.0019, 0.0053, 0.0239
Si, -0.0111, -0.032, 0.0167
Si, 0.0112, 0.0097, 0.0069
Si, 0.0063, -0.0085, 0.0132
Si, -0.0212, -0.0308, 0.0085
Si, -0.0082, -0.0073, 0.0194
Si, -0.0021, -0.0011, 0.0237
Si, 0.0019, -0.0083, 0.0191
Si, 0.0043, -0.012, 0.1794
Si, 0.0116, 0.0214, 0.1866
Si, 0.003, 0.0008, 0.1854
Si, -0.0333, 0.0065, 0.1678
Si, -0.0192, 0.0448, 0.1792
Si, 0.0197, 0.0072, 0.1713
Si, -0.0223, 0.0243, 0.1825
Si, 0.0041, 0.0073, 0.199
Si, -0.173, -0.0033, 0.369
Si, -0.0945, 0.1181, 0.2938
Si, -0.0394, 0.0739, 0.1273
Si, -0.1002, 0.0202, 0.2903
Si, -0.0622, 0.0057, 0.2573
Si, -0.0587, 0.0106, 0.1991
Si, -0.0279, -0.0762, 0.4652
Si, 0.0173, 0.0747, 0.3451
Si, 0.112, -0.1488, -0.3272
Si, 0.0401, -0.0822, -0.2828
Si, 0.0638, 0.0751, -0.3074
Si, 0.1485, -0.088, -0.2502
Si, 0.1128, 0.0327, -0.2406
Si, 0.121, -0.0086, -0.3142
Si, 0.0113, -0.102, -0.3178
Si, -0.0681, 0.0845, -0.439
Si, 0.0499, -0.0519, -0.1705
Si, -0.0062, -0.0118, -0.1801
Si, 0.0096, -0.0145, -0.1696
Si, 0, -0.0007, -0.1656
Si, -0.02, -0.0035, -0.1709
Si, 0.0193, -0.022, -0.1738
Si, -0.0024, 0.0022, -0.1901
Si, -0.0289, 0.0286, -0.2015
Si, -0.0008, 0.0087, -0.0294
Si, -0.0015, 0.0228, -0.0246
Si, 0.007, 0.0076, -0.0173
Si, -0.0065, 0.0004, -0.0085
Si, -0.0034, 0.0051, -0.0315
Si, 0.0066, 0.0214, -0.0205
Si, 0.0188, 0.0077, -0.0137
Si, 0.0136, 0.0017, -0.009
Si, -0.0048, -0.0059, -0.0021
Si, 0.0134, 0.007, -0.0059
Si, 0.007, 0.0034, 0.0008
Si, -0.0009, -0.01, -0.0035
Si, 0.0101, 0.0059, 0.0007
Si, -0.0148, -0.0054, -0.0053
Si, 0.0005, -0.0046, -0.0094
Si, -0.0003, -0.0104, -0.0027
Si, 0.0027, 0.0084, 0.0054
Si, 0.0047, 0.0005, 0.007
Si, -0.0146, -0.0121, 0.0012
Si, -0.0011, 0.004, 0.0075
Si, 0.0047, 0.0003, 0.014
Si, -0.0196, -0.0062, 0.0023
Si, 0.0115, 0.0218, 0.0086
Si, 0.003, 0.005, 0.0179
Si, -0.0038, 0.0016, -0.013
Si, 0.0012, -0.0072, -0.0182
Si, -0.0022, -0.0058, -0.0144
Si, -0.002, -0.0007, -0.0126
Si, -0.0028, -0.0034, -0.0137
Si, -0.0092, 0.0015, -0.0134
Si, -0.0029, -0.0032, -0.0226
Si, -0.0073, -0.0018, -0.0082
Si, -0.0037, 0.0044, -0.0207
Si, 0.0026, 0.0016, -0.0124
Si, -0.0018, -0.0012, -0.0099
Si, -0.0001, 0.001, -0.016
Si, 0.0005, 0.0026, -0.0167
Si, 0.0017, 0.0016, -0.0163
Si, -0.0009, -0.0003, -0.013
Si, -0.002, 0.0013, -0.0157
Si, 0.0009, 0.0015, -0.0247
Si, 0.0014, -0.0009, -0.0203
Si, -0.001, 0.001, -0.0108
Si, 0.0015, -0.0013, -0.0213
Si, -0.0015, -0.0023, -0.0206
Si, -0.0001, 0.0026, -0.0206
Si, -0.0019, 0.0002, -0.0079
Si, -0.0002, -0.0014, -0.0127
Si, 0.0018, 0.0022, -0.0181
Si, -0.0029, -0.0002, -0.0148
Si, -0.0037, -0.0001, -0.0133
Si, 0.0013, -0.0019, -0.0155
Si, -0.0026, -0.0049, -0.0145
Si, 0.0005, 0.0001, -0.0153
Si, 0.0011, -0.0023, -0.0175
Si, -0.0018, -0.0012, -0.0119
Si, 0.0015, 0, -0.0136
Si, -0.0033, -0.0002, -0.0129
Si, 0.0012, 0.0024, -0.0161
Si, 0.0023, 0.0025, -0.0148
Si, 0.0034, 0.0011, -0.0134
Si, 0.0014, -0.0027, -0.0026
Si, -0.0041, 0.0059, -0.0125
Si, 0.0018, 0.0005, -0.001
Si, 0.0004, -0.0003, -0.014
Si, 0.002, 0.0033, -0.0051
Si, 0.0001, -0.0027, -0.0176
Si, -0.0012, -0.0021, -0.0121
O, -0.0007, -0.0039, 0.0081
O, 0.003, -0.0005, 0.0063
O, 0.0001, 0.0039, 0.0116
O, -0.0081, 0.0063, 0.0075
O, 0.0043, 0.0017, 0.0031
O, 0.0023, -0.0006, 0.0052
O, 0.0029, 0.0048, 0.0068
O, 0.0032, 0.0002, 0.0138
O, 0.0001, 0.0057, 0.0121
O, -0.0004, -0.0023, 0.0058
O, -0.0028, 0.0084, 0.0175
O, 0.0071, 0.0014, 0.0056
O, 0.0032, -0.0016, 0.0199
O, 0.0008, -0.0049, 0.0094
O, 0.0027, -0.0007, 0.0054
O, 0.003, 0.0012, 0.0026
O, 0.0031, -0.0004, 0.0062
O, 0.0004, 0.0039, 0.0039
O, -0.0001, 0.0041, 0.0063
O, -0.0006, 0.0009, 0.003
O, -0.0003, -0.0038, 0.0094
O, 0.0025, -0.0026, 0.006
O, -0.0072, -0.0111, 0.0025
O, -0.001, 0.0028, 0.0026
O, -0.006, 0.0021, 0.0123
O, -0.0015, -0.0004, 0.0023
O, 0.009, 0.0053, 0.0058
O, -0.0008, 0.0087, 0.0049
O, 0.0022, -0.0018, 0.0009
O, 0.0075, 0.0078, -0.001
O, -0.0038, -0.0034, 0.0096
O, 0.0029, 0.0007, 0.0024
O, 0.0016, -0.0003, 0.0107
O, -0.0002, -0.0022, 0.0154
O, 0.0041, 0.0027, 0.0148
O, 0.0096, -0.0021, 0.0042
O, -0.0044, -0.0006, 0.0067
O, 0.0024, -0.0006, 0.0072
O, 0.0038, 0.0051, 0.0082
O, 0.0054, -0.0004, 0.0097
O, -0.0002, -0.0017, 0.0148
O, 0.0017, 0.0036, 0.0121
O, 0.0021, -0.0004, -0.0006
O, -0.0003, -0.0025, 0.0079
O, 0.0022, -0.0041, 0.0097
O, -0.0034, 0.0009, 0.0103
O, 0.0018, -0.0035, 0.0115
O, -0.0023, 0.0003, 0.0132
O, -0.0015, 0.001, 0.0092
O, -0.002, 0, 0.0038
O, -0.002, 0.0028, 0.0053
O, 0.0005, 0.0047, 0.0072
O, 0.0016, -0.0022, 0.0047
O, 0.0019, -0.0002, 0.0045
O, 0.0002, -0.0006, 0.007
O, 0.0035, -0.0004, 0.0093
O, -0.0022, 0.0047, 0.0112
O, 0.0003, -0.004, 0.0092
O, 0.0011, 0.003, 0.0095
O, -0.0047, 0.0025, 0.0048
O, 0.0018, -0.0021, 0.0043
O, -0.002, -0.0027, 0.0043
O, 0.0018, 0.0028, 0.0144
O, -0.0029, 0.0057, 0.0089
O, -0.0046, -0.0008, 0.0004
O, 0.0019, 0.0006, 0.0077
O, -0.002, -0.001, 0.0143
O, -0.0001, 0.0017, 0.0058
O, -0.0022, 0.0022, 0.0032
O, 0.0029, 0.0023, 0.0098
O, -0.0026, -0.002, 0.0097
O, 0.0002, 0.0006, 0.0044
O, -0.0026, 0.0026, 0.008
O, -0.0002, -0.0009, 0.005
O, -0.0014, 0.0003, 0.0291
O, -0.0025, 0.0031, 0.0131
O, 0.0031, -0.0037, 0.009
O, 0.0001, 0.0022, 0.005
O, 0.0035, 0, 0.0039
O, -0.0018, 0.0008, 0.012
O, -0.0013, 0.0023, 0.0055
O, -0.0038, 0.0004, 0.0103
O, -0.0008, -0.0031, 0.0103
O, -0.0005, -0.0021, 0.0028
O, -0.0025, 0.0001, 0.0072
O, -0.0013, -0.0001, 0.0083
O, -0.0008, 0.0047, 0.0035
O, 0.0046, -0.0056, 0.0133
H, -0.3266, 0.3067, -0.2744
H, 0.2931, -0.3231, -0.2213
H, 0.2905, -0.4032, -0.1959
H, -0.2851, 0.2319, -0.2958
H, 0.2451, -0.3322, -0.2627
H, -0.3212, 0.3166, -0.2929
H, -0.301, 0.2809, -0.2827
H, 0.2739, -0.3759, -0.2575
H, 0.2084, -0.3418, -0.2526
H, -0.3709, 0.2158, -0.2631
H, -0.3389, 0.2553, -0.2931
H, 0.2205, -0.327, -0.2755
H, -0.2776, 0.2804, -0.2452
H, 0.3567, -0.268, -0.2457
H, 0.2339, -0.3681, -0.2431
H, -0.423, 0.1546, -0.2432
H, 0.3338, -0.2071, 0.323
H, -0.2387, 0.3885, 0.2069
H, -0.2192, 0.4056, 0.2486
H, 0.3726, -0.193, 0.291
H, 0.4033, -0.1956, 0.2596
H, -0.2145, 0.4057, 0.2488
H, 0.2303, -0.3625, 0.3173
H, -0.226, 0.3899, 0.2476
H, -0.2975, 0.2423, 0.277
H, 0.2445, -0.3522, 0.2825
H, 0.3937, -0.1226, 0.2832
H, -0.3565, 0.2775, 0.2551
H, -0.2791, 0.327, 0.2712
H, 0.2922, -0.3119, 0.2699
H, -0.2741, 0.2945, 0.2585
H, 0.3531, -0.2753, 0.226

The program warned: the cutoff lies below the one the program advises for these potential files; the forces do not sum to zero within the program's tolerance; empty levels may hold ghost states of the PAW files; the exchange-correlation potential is rough where the density is thin.
